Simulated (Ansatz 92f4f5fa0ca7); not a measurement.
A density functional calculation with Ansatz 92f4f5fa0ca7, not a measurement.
Periodic cell of 195 atoms, Si117O78, from a study of silicon, its oxide and their interface. The atomic structure is a simulated model.

Settings
functional: r2SCAN
potential files: Ansatz norm-conserving
basis: plane waves
wave-function cutoff: 1300 eV
density cutoff ratio: 4
exchange-correlation grid ratio: 1
k mesh: 2 x 2 x 1, shifted by 0.5 0.5 0.5 of a step
self-consistency stop: 5e-08 eV per atom in the density residual
occupations: Fermi-Dirac, 0.05 eV
spin: none
net charge: 0

Cell vectors (angstrom)
a	11.5403	0	0
b	0	11.5403	0
c	2.7516	3.328	30.2583

Atoms: element, x, y, z (angstrom)
Si	9.4443	8.8924	1.9905
Si	9.5213	3.5218	1.3038
Si	9.3017	6.4574	2.3296
Si	2.0748	9.9808	2.6583
Si	0.3066	2.9329	1.3808
Si	1.4446	5.8189	1.72
Si	3.3101	7.7754	0.7669
Si	5.1303	3.33	1.6916
Si	3.8162	6.0914	3.9075
Si	-0.1771	9.821	3.4875
Si	0.6826	2.3586	3.6665
Si	-0.2332	6.2154	3.4721
Si	3.9664	10.1386	3.9719
Si	3.0977	2.4871	3.9081
Si	5.3177	5.7649	2.1821
Si	7.0638	9.9955	3.6756
Si	7.599	2.548	3.5566
Si	7.2936	6.1956	3.5055
Si	-0.1108	0.3218	4.7894
Si	-0.0777	4.2928	4.8837
Si	-0.1478	8.0477	4.9933
Si	3.7133	0.5223	5.1543
Si	3.6536	4.2793	5.3098
Si	3.6864	8.135	5.1484
Si	7.5368	0.4925	4.8382
Si	7.4648	4.3608	5.0309
Si	7.3713	8.0744	5.0231
Si	-2.0564	0.4204	6.1852
Si	9.5016	4.2823	6.2643
Si	-2.1406	8.0605	6.3006
Si	1.7018	0.3318	6.3545
Si	1.6692	4.3267	6.4852
Si	1.7183	8.1257	6.458
Si	5.7015	0.511	6.3818
Si	5.6296	4.3163	6.5192
Si	5.5771	8.1242	6.5383
Si	9.359	10.0351	7.6386
Si	9.6084	2.3239	7.5939
Si	9.4525	6.1711	7.7232
Si	1.6502	10.0564	7.853
Si	1.7284	2.2774	7.6825
Si	1.6868	6.22	7.8255
Si	5.619	10.1281	7.8142
Si	5.603	2.3716	7.7657
Si	5.6113	6.2301	7.8889
Si	-0.3771	10.014	9.1431
Si	-0.0677	2.1994	9.1467
Si	-0.217	6.1153	9.1723
Si	3.6527	10.1594	9.1549
Si	3.6126	2.3523	9.0887
Si	3.6218	6.236	9.1303
Si	7.5512	10.0776	9.2118
Si	7.651	2.4214	8.8416
Si	7.5756	6.3156	9.1818
Si	-0.2651	0.3024	10.6624
Si	-0.0706	4.136	10.4894
Si	-0.3407	8.0458	10.503
Si	3.7943	0.5215	10.5929
Si	3.7089	4.2904	10.4204
Si	3.4836	8.1862	10.4106
Si	7.6823	0.6546	10.3106
Si	7.6452	4.2632	10.2752
Si	7.5067	8.1515	10.7131
Si	9.3932	1.3754	11.7653
Si	9.3147	5.8166	13.1585
Si	9.5086	7.9854	12.1605
Si	0.9743	-1.0213	12.3215
Si	1.896	4.24	11.9013
Si	1.5654	8.2506	11.8252
Si	5.5737	4.7199	13.6832
Si	5.7216	3.7622	11.5022
Si	5.3422	8.0874	11.8104
Si	10.0695	9.5876	13.9634
Si	9.4688	3.8758	11.6573
Si	12.554	5.3678	15.4657
Si	2.8483	11.7804	12.7741
Si	2.5446	2.4909	13.4512
Si	1.873	6.2162	13.3273
Si	6.2463	12.5031	13.7696
Si	5.8049	1.3376	11.5046
Si	4.1832	6.5961	13.3851
Si	8.6824	12.3039	13.8747
Si	1.2508	2.9888	15.3197
Si	10.2192	5.1111	15.2547
Si	4.8483	10.6069	13.6815
Si	4.751	2.6343	14.425
Si	5.1675	7.9681	14.9714
Si	9.803	13.6041	15.4824
Si	7.358	6.1244	14.3591
Si	8.0875	6.4332	16.5003
Si	5.7621	8.815	20.2079
Si	8.2235	7.4686	21.3948
Si	14.3237	11.9974	18.9365
Si	1.4572	6.4227	18.5432
Si	10.4427	7.6112	19.4256
Si	9.9089	12.0645	20.6038
Si	2.9318	2.4376	16.781
Si	13.5317	1.4332	21.6718
Si	16.1616	13.6151	20.5681
Si	14.2678	9.1008	19.8282
Si	9.461	9.082	16.8934
Si	8.4119	3.0699	27.391
Si	4.0817	15.0973	30.4332
Si	8.5025	4.608	29.7385
Si	10.6747	8.3122	22.3131
Si	1.1914	2.4136	29.8552
Si	10.9372	14.4582	22.2005
Si	9.8728	5.5938	22.9117
Si	3.6903	4.5869	19.0511
Si	6.9842	11.8107	20.226
Si	6.6165	2.2891	29.4172
Si	8.8098	11.972	17.8921
Si	9.9668	3.4427	24.942
Si	5.6722	6.8148	17.8851
Si	10.8743	4.7779	29.8014
Si	11.2394	3.1743	27.5622
Si	12.3112	10.4479	21.9578
O	8.0269	9.6974	2.3507
O	9.0006	2.8486	2.7287
O	6.4024	2.6135	2.4452
O	2.5994	5.7064	2.8492
O	5.4761	10.0562	3.1535
O	2.5831	8.5686	1.9862
O	3.806	2.6978	2.4185
O	5.3708	9.632	12.4732
O	8.8274	10.6448	14.0292
O	11.4605	10.3857	13.6127
O	9.5795	5.7712	16.6501
O	-0.1099	2.0175	15.5759
O	6.6703	7.7063	14.2907
O	11.3649	6.2198	30.3577
O	0.2172	3.5684	30.5103
O	5.9841	8.1565	18.7432
O	9.6966	4.9484	24.3886
O	3.6764	16.6668	30.5906
O	10.0063	11.9854	18.9893
O	6.187	10.3875	20.2901
O	2.7524	14.3013	29.9969
O	1.9077	11.2182	1.5859
O	1.0748	4.3612	1.0787
O	4.6822	6.9425	1.1078
O	5.1588	2.6469	0.1756
O	7.7267	3.2028	30.2567
O	6.4015	12.2968	29.949
O	8.3861	11.6681	21.052
O	9.4334	15.1864	15.1704
O	13.6391	7.8882	18.9415
O	12.5497	2.662	22.0772
O	10.3685	8.6739	18.1894
O	4.7554	9.5668	14.9887
O	2.278	5.3128	19.4458
O	2.4097	1.0511	17.4818
O	6.6723	7.9276	21.2465
O	8.4466	6.087	22.2541
O	6.1264	13.061	20.8836
O	7.018	5.925	17.6208
O	3.3012	3.5984	17.846
O	8.2261	8.0452	16.7557
O	15.1131	13.3651	21.8054
O	10.1899	13.5824	21.0747
O	11.626	9.4196	23.0314
O	9.0539	13.1968	16.8726
O	13.3568	9.6097	21.0559
O	13.1422	11.6901	22.6125
O	8.8383	10.5607	17.1061
O	10.3086	9.0221	15.4944
O	8.6044	3.0592	25.7739
O	15.9918	15.2048	20.1813
O	1.5306	6.0877	16.9306
O	4.1654	8.6996	20.5012
O	10.3309	2.4951	23.669
O	10.853	6.8859	23.0608
O	14.4279	10.3875	18.8293
O	10.6005	4.4867	21.9608
O	15.7604	12.6643	19.3058
O	5.0554	7.3342	16.4718
O	13.2931	0.9842	20.0986
O	-0.1179	6.393	18.9747
O	5.2338	3.1675	29.3438
O	11.1599	8.2123	20.7525
O	12.4136	2.2772	28.2504
O	2.0858	6.6974	0.4463
O	4.6685	5.7959	18.6234
O	9.323	5.1585	1.2474
O	8.2176	4.5546	28.0922
O	7.3776	12.1489	18.6671
O	11.2572	3.3207	25.9493
O	9.819	2.4733	27.9991
O	7.1748	2.135	27.8801
O	0.9319	1.0335	30.6601
O	4.3721	2.238	16.0022
O	9.0648	8.6322	22.2016
O	11.02	11.0625	21.1824
O	8.9181	7.2256	19.9073
O	11.2803	4.6763	28.2048

Results
free energy: -49980.367 eV
free energy less fixed offsets of O -463.61, Si -117.95 eV per atom: -18.637 eV
pressure: -1.92 GPa
stress xx, yy, zz, yz, xz, xy (GPa, positive in tension): 1.64, 3.02, 1.11, 0.15, -0.24, -0.33

Forces (eV/angstrom), in the order of the atoms: element, x, y, z
Si	-0.1151	0.7064	-0.4942
Si	0.134	-0.1719	0.0258
Si	-0.0833	-0.5551	0.3224
Si	-0.4845	-0.1557	-0.5966
Si	0.1006	-0.067	-0.2757
Si	-0.1214	0.1552	-0.095
Si	-0.3958	0.2943	-0.1747
Si	0.0507	-0.9283	-0.3282
Si	-0.4251	-0.2873	-0.0335
Si	-0.004	-0.0501	-0.0457
Si	-0.1712	-0.1072	0.2355
Si	0.2523	0.115	-0.0494
Si	0.8277	-0.0547	-0.4391
Si	0.1782	-0.3231	-0.2108
Si	-0.0345	0.7404	-0.1714
Si	-0.1001	-0.2413	-0.505
Si	0.0273	0.1004	0.2121
Si	0.2684	0.3351	0.1383
Si	0.0513	0.1971	-0.1432
Si	0.0173	-0.0588	-0.1124
Si	-0.0221	0.0449	0.0517
Si	0.0929	0.3191	0.0533
Si	0.1343	0.1101	0.043
Si	0.1313	-0.1338	0.1432
Si	-0.0448	0.0849	-0.2162
Si	-0.044	-0.1042	-0.0858
Si	-0.1069	-0.0833	-0.0814
Si	0.1352	-0.0213	0.0435
Si	0.198	0.0946	-0.0828
Si	0.0815	0.0294	-0.0595
Si	-0.1521	-0.203	-0.0326
Si	-0.2296	-0.0041	0.0263
Si	-0.1655	0.0272	-0.0315
Si	-0.1433	0.1043	0.0376
Si	0.0134	-0.0426	-0.1414
Si	0.0857	-0.0269	-0.0439
Si	0.0906	-0.0924	-0.0895
Si	-0.1643	-0.0538	-0.0591
Si	-0.0215	-0.0164	-0.0348
Si	0.1519	0.2283	0.0266
Si	-0.0136	0.176	-0.0362
Si	0.1086	-0.067	0.0247
Si	-0.0494	-0.0795	0.0081
Si	0.1991	-0.0897	0.1625
Si	-0.0512	0.1721	-0.0095
Si	-0.0155	-0.0984	-0.0705
Si	0.0327	-0.0062	-0.0003
Si	-0.1112	0.1005	0.0127
Si	-0.1336	0.0089	-0.0455
Si	-0.0771	-0.0589	-0.0182
Si	0.0646	-0.0821	0.05
Si	-0.0853	0.0882	0.0821
Si	-0.0353	0.0538	-0.0232
Si	0.1093	-0.1677	-0.0083
Si	-0.1556	0.0819	-0.0453
Si	0.1949	0.0635	0.0401
Si	-0.0157	-0.1276	-0.091
Si	-0.1489	-0.0189	0.0577
Si	-0.1017	0.1662	-0.1959
Si	0.3014	0.0383	-0.0125
Si	-0.0362	0.1219	0.17
Si	-0.0212	-0.0599	-0.1068
Si	0.1854	-0.1373	0.0991
Si	0.1788	-0.062	-0.26
Si	0.3697	-0.2067	-0.1611
Si	-0.1718	-0.0969	-0.0047
Si	0.0248	0.3618	0.6691
Si	-0.1385	-0.1028	0.0484
Si	-0.01	-0.3293	-0.136
Si	-0.0433	-0.1712	-0.0261
Si	0.0187	-0.0537	0.167
Si	-0.4957	0.5137	-0.0176
Si	-0.0167	0.0216	0.0473
Si	-0.0478	0.0734	0.1798
Si	0.1733	0.2883	0.9036
Si	0.1505	-0.1069	-0.1544
Si	-0.2184	0.0466	-0.6995
Si	0.2044	0.2316	-0.445
Si	0.0515	-0.2771	-0.0722
Si	0.2858	0.0721	-0.0565
Si	0.4049	-0.0593	0.2213
Si	-0.3688	-0.5156	-0.116
Si	0.1587	-0.5159	0.1757
Si	-0.4315	0.49	0.1177
Si	0.1309	-0.0015	0.3226
Si	-0.0106	0.1988	0.8323
Si	-0.2603	-0.0878	0.0902
Si	-0.4934	0.5562	0.1027
Si	-0.8189	0.4472	-0.4078
Si	0.1963	-0.0489	0.7894
Si	-0.1345	0.1072	-0.0244
Si	-0.3163	-0.0082	-0.1132
Si	0.186	0.0002	-0.1734
Si	0.0021	-0.0466	0.3266
Si	0.0414	-0.0149	-0.066
Si	-0.0525	-0.0463	0.001
Si	0.545	-0.1058	0.3528
Si	0.125	0.0105	0.115
Si	0.1174	0.0879	-0.1223
Si	0.1382	0.0801	-0.0195
Si	-0.1296	-0.005	0.099
Si	-0.2663	-0.2793	0.1164
Si	0.089	-0.1753	-0.1058
Si	-0.3564	-0.3548	0.0161
Si	0.1596	0.1481	0.0887
Si	0.0006	0.0393	-0.1217
Si	0.0379	-0.1286	-0.0491
Si	0.0127	0.0423	0.0917
Si	0.0835	-0.2322	0.087
Si	-0.1628	0.0756	0.0338
Si	0.0875	0.1015	-0.2329
Si	-0.1596	-0.006	0.3039
Si	-0.0495	-0.0627	0.1338
Si	0.0169	-0.0568	0.0563
Si	0.1235	-0.1756	-0.0468
Si	0.0753	-0.2039	0.0255
Si	0.0506	0.1084	0.0399
O	0.2702	-0.2353	0.4122
O	-0.1635	0.0698	-0.1761
O	-0.0962	0.1598	0.0338
O	-0.327	0.0312	-0.2502
O	-0.341	0.0038	0.68
O	0.1893	0.0286	-0.067
O	-0.075	0.2496	-0.0258
O	-0.0263	-0.2284	-0.0781
O	0.2356	0.3229	0.0731
O	-0.3018	-0.208	-0.3472
O	-0.0637	0.0611	-0.5004
O	0.3379	0.4725	-0.1023
O	0.1337	-0.2382	0.3581
O	0.0546	0.0567	0.1633
O	0.1524	0.1137	-0.2668
O	-0.036	-0.1797	0.0627
O	0.1092	-0.1748	-0.2481
O	-0.0087	0.1764	0.2421
O	-0.2872	0.0147	-0.0191
O	0.1316	-0.0936	-0.069
O	-0.079	0.1025	0.1449
O	0.1281	-0.0378	0.0801
O	0.1994	0.0165	0.1683
O	0.1194	-0.3915	0.3514
O	-0.1584	0.2019	0.3471
O	-0.0923	0.2878	-0.2765
O	-0.0351	-0.0823	0.2345
O	0.119	0.0453	-0.2786
O	0.6673	-0.4621	0.1886
O	-0.048	-0.178	-0.0422
O	-0.2212	-0.1566	-0.0254
O	-0.1768	-0.0547	-0.1351
O	0.1933	-0.2308	-0.343
O	-0.0125	0.136	-0.3515
O	0.098	0.16	0.1518
O	0.2688	0.0306	-0.1217
O	0.3136	0.1305	0.0191
O	-0.0996	-0.1564	-0.1676
O	-0.038	0.4319	-0.0908
O	-0.0516	-0.0192	0.0911
O	0.1671	-0.135	-0.0292
O	-0.2646	-0.1326	-0.229
O	0.1425	-0.0544	0.1295
O	-0.1414	-0.0809	-0.4501
O	0.2372	-0.0604	0.0241
O	-0.1118	0.0744	-0.0319
O	-0.1202	-0.0055	-0.3504
O	0.2012	-0.0562	-0.0661
O	-0.2075	-0.019	-0.1019
O	0.3347	0.1432	0.0862
O	-0.1613	-0.1308	-0.1775
O	-0.1476	-0.3178	-0.478
O	-0.0251	0.0528	-0.2008
O	0.0624	0.3322	-0.1394
O	-0.2897	0.0131	-0.2079
O	-0.074	0.0446	0.2906
O	-0.1051	-0.0214	0.2389
O	-0.2423	-0.009	0.2279
O	0.2414	0.1387	-0.0097
O	0.145	-0.0345	0.1662
O	0.0776	0.179	-0.084
O	-0.0288	0.0086	0.3795
O	-0.2458	-0.0198	0.1023
O	-0.2878	0.3105	0.1856
O	0.2368	-0.1468	0.4279
O	-0.0268	0.1472	-0.0333
O	-0.0113	0.062	0.0784
O	0.07	-0.2288	0.1648
O	0.3317	-0.1253	0.1789
O	-0.3204	0.0202	0.0526
O	0.0752	0.2926	-0.3029
O	0.2611	0.3663	0.1591
O	-0.0412	-0.0475	0.3078
O	-0.5152	0.1244	-0.2306
O	0.266	-0.366	-0.1125
O	0.0579	0.0188	0.0745
O	0.2304	0.1544	0.2318
O	0.0066	-0.2121	0.227

The program warned: the forces do not sum to zero within the program's tolerance.
